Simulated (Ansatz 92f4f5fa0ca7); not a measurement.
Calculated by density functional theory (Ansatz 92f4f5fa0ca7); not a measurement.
Periodic cell of 226 atoms, Si134O92, from a study of silicon, its oxide and their interface. The atomic structure is a simulated model.
This geometry differs little from another in the collection (a relaxation step or a small displacement).

Settings
functional: r2SCAN
potential files: Ansatz PAW
basis: plane waves
wave-function cutoff: 800 eV
density cutoff ratio: 5
exchange-correlation grid ratio: 1
k mesh: 1 x 1 x 1, Gamma-centred
self-consistency stop: 5e-08 eV per atom in the density residual
occupations: fixed
spin: none
net charge: 0

Cell vectors (angstrom)
a 10.938 0 0
b 0 10.938 0
c 0 0 31.9494

Atoms and the computed forces on them: element, x, y, z (angstrom), force x, y, z (eV/angstrom)
Si 10.6383 0.0385 24.3916 -0.0089 -0.0209 -0.0373
Si 5.0911 0.1729 24.6351 0.0167 -0.0295 -0.049
Si 2.8326 2.3417 24.5109 -0.0051 0.0111 -0.0366
Si 8.5782 2.4654 24.5388 0.0029 0.0184 -0.066
Si 10.7035 5.6126 24.3189 -0.0007 0.0118 -0.0693
Si 5.1734 5.6501 24.4435 -0.0191 -0.0039 -0.0075
Si 2.9923 7.975 24.3781 0.0039 -0.0029 -0.0643
Si 8.4315 7.872 24.4075 -0.0014 -0.007 0.0099
Si 1.3008 1.1844 25.8086 0.0083 0.0031 0.0149
Si 6.8268 1.3652 25.7346 -0.0067 -0.0045 0.0211
Si 4.0023 4.0492 25.7355 0.0001 0.014 0.0116
Si 9.6772 4.0586 25.8344 0.0001 -0.0042 0.0393
Si 1.3477 6.8161 25.6553 -0.0055 -0.0035 0.0268
Si 6.8181 6.7597 25.7482 0.0066 0.0038 0.0106
Si 4.0256 9.5 25.9071 -0.003 0.0067 0.0328
Si 9.5059 9.479 25.788 0.003 -0.0004 0.0147
Si 2.6998 -0.0503 27.2253 -0.009 -0.02 0.0067
Si 8.1701 -0.0207 27.1407 0.0089 -0.0157 0.0168
Si 0.07 2.6894 27.1854 -0.0027 0.0103 0.0054
Si 5.4716 2.7583 27.124 -0.0012 0.0147 0.0189
Si 2.6893 5.462 27.1182 0.0089 -0.0021 0.0143
Si 8.2158 5.421 27.1467 -0.0023 0.0152 0.0046
Si 0.0316 8.1902 27.1254 -0.0074 0.0039 0.0082
Si 5.5129 8.1783 27.1682 0.0014 -0.0095 0.0047
Si 4.1018 1.3673 28.5312 0.0625 0.0629 -0.239
Si 9.5708 1.3673 28.5312 -0.0988 -0.124 -0.2117
Si 1.3673 4.1018 28.5312 0.2213 -0.0329 0.1382
Si 6.8362 4.1018 28.5312 -0.0426 -0.0574 -0.0372
Si 4.1018 6.8362 28.5312 -0.0506 -0.1962 -0.3146
Si 9.5708 6.8362 28.5312 0.0781 -0.0625 -0.3473
Si 1.3673 9.5708 28.5312 -0.3402 -0.3814 0.4797
Si 6.8362 9.5708 28.5312 0.0032 -0.0105 0.1347
Si 0 0 29.8984 -0.0928 -0.1364 0.0069
Si 5.469 0 29.8984 -0.0131 -0.0292 -0.0312
Si 2.7345 2.7345 29.8984 0.0649 0.1255 -0.0057
Si 8.2035 2.7345 29.8984 -0.08 -0.0284 -0.0474
Si 0 5.469 29.8984 -0.0733 -0.0596 -0.0311
Si 5.469 5.469 29.8984 -0.0473 -0.05 -0.0339
Si 2.7345 8.2035 29.8984 -0.0794 0.0081 -0.0127
Si 8.2035 8.2035 29.8984 0.013 0.0629 -0.0378
Si 1.3673 1.3673 31.2657 0.0346 0.0231 -0.0387
Si 6.8362 1.3673 31.2657 0.0481 -0.0017 -0.0132
Si 4.1018 4.1018 31.2657 0.0236 -0.0502 0.0025
Si 9.5708 4.1018 31.2657 -0.0096 -0.0035 -0.0155
Si 1.3673 6.8362 31.2657 0.0683 -0.0355 -0.0162
Si 6.8362 6.8362 31.2657 0.0109 0.003 -0.0315
Si 4.1018 9.5708 31.2657 0.0026 0.0159 -0.0137
Si 9.5708 9.5708 31.2657 -0.022 0.0154 0.0064
Si 2.7345 0 0.6835 -0.033 -0.0235 -0.0011
Si 8.2035 0 0.6835 -0.05 -0.0056 -0.0044
Si 0 2.7345 0.6835 -0.0171 0.0039 0.029
Si 5.469 2.7345 0.6835 -0.01 0.032 0.0294
Si 2.7345 5.469 0.6835 -0.0038 -0.0174 -0.005
Si 8.2035 5.469 0.6835 -0.0334 -0.0027 -0.0012
Si 0 8.2035 0.6835 -0.0068 0.0263 0.0272
Si 5.469 8.2035 0.6835 -0.001 0.0188 0.0391
Si 4.1018 1.3673 2.0507 0.0062 -0.0018 0.0486
Si 9.5708 1.3673 2.0507 -0.0631 -0.0107 0.0107
Si 1.3673 4.1018 2.0507 0.1029 0.0423 0.0122
Si 6.8362 4.1018 2.0507 0.1046 0.0376 0.0406
Si 4.1018 6.8362 2.0507 -0.0519 -0.0692 0.0036
Si 9.5708 6.8362 2.0507 -0.0725 -0.0583 0.0436
Si 1.3673 9.5708 2.0507 0.1272 0.0759 0.0239
Si 6.8362 9.5708 2.0507 0.1534 0.1076 0.0013
Si 0 0 3.418 0.0749 0.0129 0.3751
Si 5.469 0 3.418 0.0165 -0.0017 0.2484
Si 2.7345 2.7345 3.418 -0.2039 0.0541 -0.0425
Si 8.2035 2.7345 3.418 0.2291 0.1009 -0.4235
Si 0 5.469 3.418 0.1083 0.0729 0.383
Si 5.469 5.469 3.418 -0.0995 0.1625 0.0917
Si 2.7345 8.2035 3.418 -0.0981 0.0567 -0.0964
Si 8.2035 8.2035 3.418 0.1489 0.3442 -0.1415
Si 1.362 1.4079 4.825 0.0006 -0.0043 -0.0064
Si 6.8679 1.4117 4.7618 0.0157 0.0024 -0.011
Si 4.0594 4.1215 4.7763 -0.0065 0.0041 -0.0175
Si 9.5831 4.0609 4.7882 -0.0023 0.0045 -0.0042
Si 1.3453 6.9197 4.8262 0.0019 -0.0044 -0.0119
Si 6.8088 6.9229 4.758 0.0181 -0.003 -0.0119
Si 4.0846 9.5516 4.7932 -0.0083 0.0035 -0.0124
Si 9.6022 9.5414 4.8276 -0.0016 0.0101 -0.0059
Si 2.7528 0.015 6.1463 -0.0111 0.0035 -0.0145
Si 8.2856 0.0733 6.1088 0.0015 -0.0025 -0.0203
Si 0.0177 2.7679 6.2932 -0.0023 0.0003 -0.0217
Si 5.5035 2.808 6.1002 0.0001 -0.0095 -0.0134
Si 2.7449 5.5677 6.1427 -0.0039 0.0063 -0.0218
Si 8.2462 5.5657 5.9924 0.0026 0.0028 -0.016
Si 0.0423 8.2712 6.3608 0.0061 0.0075 -0.0125
Si 5.4814 8.2723 6.2284 -0.0021 0.0008 -0.0255
Si 4.4192 1.1497 7.3494 -0.0157 0.0212 0.0413
Si 9.8104 1.1258 7.62 0.0004 -0.0092 0.0208
Si 1.1776 4.4702 7.5012 0.0037 0.015 0.0447
Si 6.6306 4.5169 7.2775 0.0381 -0.0068 0.0387
Si 4.3151 6.679 7.5556 -0.0131 -0.0092 0.0533
Si 9.7361 6.5843 7.5197 -0.0149 -0.0011 0.0163
Si 1.2753 9.9117 7.7044 0.0097 0.0055 0.0248
Si 6.7048 9.926 7.4223 0.0352 0.0142 0.0491
O 9.5967 1.2731 23.9792 0.0203 -0.0097 0.0206
O 4.1167 6.8302 23.9458 0.0162 0.0122 0.0068
O 4.016 1.2821 24.044 -0.0245 0.008 0.0188
O 9.5449 6.7392 23.9026 -0.0045 0.0024 -0.0014
O -0.0239 5.5086 8.0003 -0.0018 -0.0154 -0.0041
O 5.5651 0.0915 7.899 -0.0093 -0.0326 -0.0215
O 0.0658 0.06 8.1229 -0.0084 -0.0006 0.0054
O 5.521 5.5888 7.8741 -0.0198 0.0124 -0.0193
O 7.5757 3.9457 8.468 -0.0139 0.0256 -0.0155
O 8.7663 7.0448 8.7819 0.0036 -0.007 -0.0021
O 2.1808 9.4136 9.0271 -0.0097 0.0091 -0.0176
O 8.9043 1.6923 8.9017 0.0084 -0.018 -0.015
O 7.579 9.4079 8.7108 -0.0064 0.0167 -0.0154
O 3.6324 1.7958 8.6209 0.0027 -0.0244 -0.0102
O 3.5911 7.2106 8.9532 0.0038 -0.0132 -0.016
O 2.0852 3.9648 8.7832 -0.0092 0.0102 -0.0184
O 8.1489 3.4888 23.3256 0.0217 -0.0063 0.0231
O 0.4161 4.917 22.9507 -0.0046 0.0192 0.0234
O 1.9295 2.7965 23.2242 0.0051 -0.0064 0.0187
O 5.8677 4.9264 23.1419 -0.0143 0.0107 0.0079
O 5.5545 10.0889 23.454 -0.0386 0.0106 0.0103
O 2.4276 8.7025 23.0053 0.0088 -0.0101 0.0259
O 0.2178 10.1127 23.0698 -0.0153 0.0069 0.015
O 7.7834 8.6362 23.0963 0.0237 -0.018 0.0075
Si 8.6647 7.7238 18.4364 -0.0039 -0.0009 0.004
Si 8.7786 6.3201 13.6267 0.0024 -0.002 -0.002
Si 3.812 1.5185 14.7104 0.0029 0.0047 -0.0037
Si 2.1152 5.744 17.6098 -0.0014 -0.0084 0.0014
Si 2.3949 3.1458 19.4764 0.002 0.0012 -0.0013
Si 9.7951 8.9937 12.1058 0.0027 0.0011 0.0032
Si 1.3323 9.4422 22.059 -0.0014 0.0016 -0.0215
Si 9.1628 0.941 13.2117 -0.0023 -0.0039 -0.0003
Si 1.416 5.0317 13.0335 -0.004 0.0072 0.0002
Si 1.7829 8.2261 12.8193 -0.0042 -0.0015 0.0049
Si 6.6794 9.6123 22.4151 0.0039 0.0133 -0.0228
Si 4.5088 4.5757 15.6913 0.0017 -0.0087 0.0015
Si 8.2106 3.0032 9.5915 -0.0138 -0.0053 0.012
Si 0.8376 8.2641 19.2432 -0.0024 0.001 -0.0037
Si 6.963 1.3895 21.0789 -0.0009 0.0027 -0.0007
Si 8.2144 8.2839 9.6864 -0.0011 -0.0048 0.0021
Si 10.8749 5.1822 15.608 0.0011 -0.0032 -0.004
Si 7.568 9.5016 16.3125 0.0036 -0.002 0.0077
Si 9.9305 2.0742 20.2949 0.0031 -0.001 -0.0037
Si 3.2133 8.4875 9.9235 0.0004 0.0001 0.0091
Si 6.6813 3.3893 17.4337 -0.0036 0.0058 0.0048
Si 1.1535 0.2256 19.7837 -0.0034 -0.0005 0.0011
Si 3.2428 2.8197 12.2967 0.0038 0.0072 0.0053
Si 7.214 5.4397 19.6904 -0.003 0.0057 -0.0008
Si 5.7474 8.6229 11.5498 0.0061 -0.0006 0.004
Si 5.7854 6.0327 13.1888 0.0012 -0.0045 0.0004
Si 4.6425 9.7312 17.6166 0.0066 0.0017 0.0106
Si 1.0094 3.6041 22.1664 -0.0024 0.0003 -0.0176
Si 4.8964 1.5087 18.8074 -0.0019 0.0023 -0.0025
Si 3.2115 3.0647 9.5105 0.0147 0.0003 0.0098
Si 6.4485 10.7841 13.7804 -0.0021 0.0033 0.0023
Si 10.3339 0.1287 15.9814 -0.0003 -0.0014 0.0056
Si 5.668 3.6415 11.1414 -0.0011 0.0021 0
Si 9.834 3.8603 11.9208 0.0018 0.0023 0.0066
Si 2.3333 9.9246 15.5457 -0.0009 0.0106 -0.0036
Si 6.1008 8.1775 19.7955 0.0075 -0.0232 -0.005
Si 6.9468 3.9991 22.3719 0.0015 -0.0146 -0.0147
Si 9.7406 2.7876 17.3793 -0.0089 0.0011 -0.0002
O 7.1954 6.3277 13.9403 -0.0008 0 0.0095
O 1.8527 7.0714 18.6363 0.0036 0.0024 0.0027
O 10.3002 4.0039 16.5119 -0.0032 -0.0064 0.0025
O 6.1647 9.9537 17.0326 -0.0049 0.0027 0.0013
O 10.1107 0.7208 14.4962 0.0021 0.0073 -0.0105
O 8.4327 6.162 18.8726 0.0044 -0.005 -0.0035
O 5.1722 0.6581 14.3985 0.0044 -0.0045 0.0001
O 5.7308 2.0957 17.563 -0.0017 -0.0076 -0.0045
O 8.353 1.9697 20.5359 -0.0066 -0.0009 -0.0015
O 1.9956 4.3169 18.4083 -0.0034 -0.0007 -0.0033
O 6.968 2.797 10.6401 0.0053 -0.0111 0.0079
O 4.8634 2.7248 12.2026 0.0029 -0.0091 0.0068
O 5.9828 4.3908 16.3697 0.0012 0.0052 -0.0007
O 4.5776 3.8828 9.9284 0 0.0119 -0.0105
O 10.6951 2.7692 21.548 -0.0053 -0.0002 0.0126
O 9.7088 6.1084 14.953 -0.0052 0.0075 0.005
O 6.0426 6.5543 19.8488 -0.0068 -0.0135 0.0032
O 4.1199 0.1958 18.2649 0.0005 0.0054 0.0023
O 9.2811 10.5121 12.3396 0.0029 -0.0035 -0.0007
O 2.8353 4.3349 12.7232 0.0119 -0.0035 -0.0007
O 1.8874 10.711 21.1794 0.0117 0.0061 0.0094
O 3.9608 2.7185 19.3656 0.0042 0.0009 -0.0029
O 0.7319 10.0927 15.9623 0.0026 -0.0044 -0.0011
O 1.255 9.8202 18.8326 0.0006 -0.0001 -0.0064
O 1.7037 1.6704 19.2618 -0.0017 -0.0014 -0.0084
O 8.9354 10.3809 16.4768 0.0018 0.0004 0.0023
O 4.9057 8.6421 18.798 -0.0085 -0.0052 0.0009
O 9.5186 8.751 10.5264 0.0022 0.0049 -0.0034
O 6.7304 4.1576 18.8528 -0.0006 0.0044 0
O 2.8773 1.7205 13.3916 -0.0108 -0.0059 -0.0058
O 5.8884 8.827 21.2507 -0.0049 -0.0036 0.0038
O 2.5673 2.4781 10.8761 -0.0156 -0.0089 -0.0026
O 7.5901 4.8762 21.1644 0.0075 0.006 0.0017
O 5.2244 7.4336 12.5501 -0.0074 0.0049 0.0009
O 0.4074 8.9891 12.5009 -0.0052 0.0031 -0.0029
O 7.575 1.0041 13.5552 -0.0009 0.0102 -0.0013
O 7.1103 9.6344 14.7531 -0.0001 -0.0057 -0.008
O 8.9937 5.0043 12.6981 -0.0059 -0.0033 -0.0052
O 8.0963 8.0601 16.9215 0.0002 -0.0054 -0.0097
O 6.2454 2.6102 21.8858 -0.0148 -0.0007 0.0017
O 2.4044 9.0371 14.1319 0.004 0.0035 0.0031
O 0.4128 4.4331 11.9079 0.001 -0.0014 -0.0063
O 0.8306 8.3539 20.9063 -0.0059 -0.0097 0.0071
O 9.3765 3.788 10.3777 0.0092 0.0042 -0.0085
O 9.6252 2.356 12.5398 0.0009 0.0002 -0.0025
O 7.6308 8.5925 19.3651 -0.0034 0.0065 0.0061
O 2.5461 8.1883 11.3788 0.0039 0.0003 -0.008
O 4.0071 3.0275 15.3502 -0.0038 0.0072 0.0056
O 0.8373 4.5075 14.4481 0.0053 -0.0047 -0.0007
O 10.0603 2.9971 18.9569 0.0022 0.0072 0.0002
O 9.1312 7.7605 12.95 -0.0027 0.0046 0.0009
O 10.5196 0.5706 20.0677 -0.0067 -0.008 -0.0009
O 6.0208 5.0166 11.9246 0.0036 0.0028 -0.0069
O 8.1444 2.8118 17.0652 0.0114 -0.0032 -0.0065
O 3.4819 5.4421 16.678 0.0034 0.0027 -0.0009
O 4.6637 9.0743 10.4066 0.0025 0.0058 -0.0062
O 1.5398 6.6451 13.1454 0.0029 0.002 0.0032
O 4.7785 5.4411 14.3292 -0.0058 0.0033 0.0028
O 2.0036 3.8357 20.8969 0.0072 0.0081 0.0092
O 10.4889 1.4078 16.9658 0.0037 -0.0029 0.0018
O 0.9127 6.0395 16.5623 0.0017 0.0105 0.0037
O 7.3544 10.9935 21.9037 0.0153 0.0016 0.0001
O 5.9257 0.9709 19.9273 0.0018 -0.0082 0.0029
O 6.076 9.9611 12.4224 -0.0018 -0.0002 -0.0044
O 2.8652 0.5253 15.5558 -0.0074 -0.0082 0.0002
O 7.0414 7.9824 10.7771 -0.004 -0.0061 0
O 10.2418 8.0346 18.6905 0.0029 -0.0004 -0.0031
O 3.441 9.2384 16.5903 -0.0064 -0.0082 -0.0046

Results
free energy: -138181.766 eV
free energy less fixed offsets of O -570.45, Si -639.56 eV per atom: 0.674 eV

The program warned: the cutoff lies below the one the program advises for these potential files; the forces do not sum to zero within the program's tolerance; empty levels may hold ghost states of the PAW files; the exchange-correlation potential is rough where the density is thin.
